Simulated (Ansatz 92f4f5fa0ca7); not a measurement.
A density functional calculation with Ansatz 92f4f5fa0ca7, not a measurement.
Periodic cell of 220 atoms, Si132O88, from a study of silicon, its oxide and their interface. The atomic structure is a simulated model.
This geometry differs little from another in the collection (a relaxation step or a small displacement).

Settings: functional r2SCAN; potential files Ansatz PAW; basis plane waves; wave-function cutoff 800 eV; density cutoff ratio 5; exchange-correlation grid ratio 1; k mesh 1 x 1 x 1, shifted by 0.5 0.5 0 of a step; self-consistency stop 1e-10 eV per atom in the density residual; occupations fixed; spin none; net charge 0.

Cell vectors (angstrom)
a 10.888 0 0
b 0 10.888 0
c 0 0 32.0899

Atoms and the computed forces on them: element, x, y, z (angstrom), force x, y, z (eV/angstrom)
Si -0.2887 0.7873 0.3252 -0.0002 -0.0048 -0.0126
Si 0.4602 0.8753 -1.8645 -0.0017 0.005 -0.0718
Si -0.0619 5.4571 -0.2049 0.003 -0.0102 -0.0555
Si 3.1598 7.8493 0.0192 0.0002 0.0056 -0.0359
Si 5.9187 -0.3827 0.0727 -0.0054 0.0097 -0.0399
Si 8.6703 2.3964 0.2601 -0.0127 0.0075 -0.0308
Si 5.404 5.6732 -0.2849 0.0021 -0.0129 -0.0468
Si 7.6608 8.7938 0.1841 0.0049 -0.0076 -0.022
Si 1.5003 1.6183 1.6321 -0.0023 -0.0018 -0.0051
Si 3.7597 3.7321 1.5054 0.0027 0.0043 -0.0272
Si 1.4003 6.7581 1.1977 -0.0021 -0.0049 0.0036
Si 4.1937 9.5014 1.3458 -0.0013 -0.0005 0.0066
Si 6.8908 1.3207 1.3928 0.0012 -0.0044 0.0007
Si 9.648 4.1468 1.4181 0.0065 0.0014 0.0021
Si 6.7872 6.8533 1.3043 0.0005 0.0004 -0.0028
Si 9.5555 9.7355 1.3324 0.0033 0.0062 -0.0048
Si 0.0428 2.8625 2.9381 -0.0041 0.0078 0.0011
Si 2.7736 -0.0296 2.7128 0.0029 -0.003 -0.0045
Si 0.0398 8.2 2.5581 0.0011 0.003 -0.0036
Si 2.6338 5.4063 2.7298 0 0.0039 -0.0027
Si 5.4428 2.6452 2.7336 0.0024 -0.0006 -0.0056
Si 8.1941 0.0188 2.848 -0.0018 0.0008 0.0021
Si 5.4525 8.1302 2.7784 0.0047 -0.0012 0.0039
Si 8.1723 5.4942 2.6559 0.0021 0.0014 -0.0056
Si 1.3816 4.1679 4.2656 0.0024 0.001 0.0026
Si 4.1236 1.2956 4.1279 -0.0013 0.0049 0.0024
Si 1.3647 9.5105 4.0246 0.0009 -0.0015 0.0017
Si 4.0412 6.7744 4.0611 0.0022 -0.0022 -0.0025
Si 6.7941 4.1033 4.0194 0.0001 -0.0017 0.0027
Si 9.5344 1.4107 4.1599 0.0028 -0.0006 -0.0017
Si 6.825 9.4942 4.1341 0.0009 -0.0011 0.0012
Si 9.555 6.8563 3.9992 -0.0011 0.0028 0.0031
Si 0.0285 -0.0061 5.4267 0.003 -0.0012 0.0023
Si 2.7615 2.7006 5.4774 0.0027 -0.0019 -0.0007
Si -0.0392 5.5257 5.4842 0.0033 0.0022 0.0013
Si 2.7069 8.1535 5.4207 -0.0013 -0.0007 0.0007
Si 5.4645 -0.0418 5.4898 0.0008 0.0012 -0.0011
Si 8.1303 2.7648 5.4472 0 0.0032 0.0014
Si 5.4322 5.4379 5.4134 0.002 0.0004 0.0016
Si 8.2139 8.1571 5.4484 -0.0003 -0.0038 0.0025
Si 1.3728 1.3429 6.8097 0.0003 -0.002 0.0008
Si 4.1074 4.0783 6.8159 -0.0004 0.001 0.0014
Si 1.3485 6.8391 6.8231 0.0001 -0.0025 0.0013
Si 4.0796 9.4907 6.8037 0.0016 0.0019 -0.0006
Si 6.809 1.3622 6.809 -0.0004 -0.0012 0.0009
Si 9.5006 4.1129 6.7999 0.0005 0.001 0.0013
Si 6.8103 6.7924 6.7777 0.0015 0.0005 -0.0006
Si 9.5578 9.536 6.8037 0.0002 0.0005 -0.0008
Si -0.03 2.7135 8.1336 0.0037 -0.0009 0.0003
Si 2.7273 -0.0317 8.1567 0.0019 0.0016 0.0023
Si 0.0132 8.1863 8.1832 -0.0008 0.0001 0
Si 2.6939 5.4272 8.1519 0.0008 -0.0007 0.0023
Si 5.4522 2.7119 8.1676 0.0011 -0.001 0.001
Si 8.1907 0.0106 8.1528 -0.0005 -0.0023 0.0011
Si 5.4582 8.1521 8.1596 0.0011 -0.0016 0.0006
Si 8.1469 5.4431 8.165 0.0021 0.0004 0.0015
Si 1.3104 4.057 9.5107 0.0013 0.0001 -0.0002
Si 4.0667 1.3537 9.4946 0.0002 -0.0008 0.0025
Si 1.3758 9.5218 9.5432 0.0015 -0.0001 -0.0011
Si 4.0707 6.7849 9.4899 0.0017 0.0004 0.0022
Si 6.8343 4.0424 9.5209 0.0016 0 -0.0016
Si 9.5296 1.3615 9.5391 -0.0006 -0.0002 0.0003
Si 6.8355 9.5391 9.5101 0.0011 -0.0002 0.0003
Si 9.5152 6.8157 9.4982 -0.0009 0.0005 0.0014
Si 0.0145 -0.0001 10.883 -0.0005 -0.0007 0.0011
Si 2.652 2.6587 10.8526 0.0011 0 -0.003
Si -0.0746 5.4175 10.8648 0.0023 -0.0022 -0.0036
Si 2.7335 8.1442 10.8847 0.0025 -0.0003 -0.0003
Si 5.4771 0.0485 10.838 0.002 -0.001 0.0006
Si 8.1773 2.7015 10.9407 -0.0002 0.0017 -0.0007
Si 5.4318 5.3948 10.7961 0.0001 0.0033 -0.0007
Si 8.2102 8.1867 10.8826 0.0013 0.0005 -0.0012
Si 1.3344 1.3043 12.3087 -0.002 -0.0048 0.0024
Si 4.0562 4.0172 12.1086 0.0063 -0.0016 -0.0036
Si 1.3036 6.7582 12.1809 -0.0014 0.0042 0
Si 4.146 9.5645 12.1537 -0.0012 -0.0021 0.0037
Si 6.7758 1.3823 12.3073 0.0035 0.0006 0.0034
Si 9.4936 4.0781 12.3313 -0.0048 -0.001 0.0072
Si 6.8056 6.7593 12.1062 0.0007 -0.0015 -0.0049
Si 9.5923 9.5482 12.2785 0.002 0.0027 0.0014
Si 0.0829 2.796 13.6946 -0.0141 -0.01 0.0117
Si 2.7991 -0.0761 13.6001 -0.0002 -0.0012 -0.0001
Si 0.0546 8.1264 13.6285 0.0052 -0.0001 -0.0065
Si 2.7144 5.3783 13.4306 0.0011 0.0049 -0.0008
Si 5.3354 2.7578 13.6218 -0.0039 0.0073 -0.0095
Si 8.12 -0.052 13.6188 0.004 0.0008 -0.0005
Si 5.4971 8.154 13.4255 -0.0011 -0.002 0.0023
Si 7.9858 5.418 13.6238 -0.0036 -0.0013 -0.0047
Si 1.7756 3.8339 14.9188 0.0019 0.0091 0.0473
Si 3.8873 1.4921 15.0043 0.0034 -0.0099 0.0436
Si 1.8439 9.1054 14.9056 -0.0035 0.0064 0.0454
Si 4.0419 6.8332 14.608 -0.003 0.0027 0.0122
Si 6.1542 4.5413 14.9602 0.0019 0.002 0.0078
Si 8.9648 1.1238 15.4428 -0.0028 -0.004 0.0597
Si 7.0501 9.1617 14.8411 -0.0092 0.0049 0.0376
Si 9.2591 6.9724 14.8039 0.0059 -0.006 0.0373
Si 26.1271 -40.0782 25.1935 -0.0025 -0.0005 -0.0284
Si 11.0233 10.4479 17.2128 -0.0026 0.0031 0.0774
Si 4.404 0.4998 21.2243 -0.003 -0.0018 0.036
Si 12.0919 -12.8382 29.9221 -0.0055 -0.0157 -0.0771
Si 13.0347 -6.0904 26.8732 0.0048 -0.0018 -0.058
Si 10.691 12.5378 19.25 -0.0005 0.0043 0.0603
Si -27.6473 11.6121 26.4078 -0.0012 0.0034 -0.0662
Si 2.4131 7.988 23.0456 0.0022 -0.0014 0.0019
Si 13.1876 10.1243 25.4041 -0.0025 0.0041 -0.0281
Si 17.1399 -9.136 19.1925 -0.0022 -0.0033 0.075
Si 11.1475 5.6523 16.9893 0.0063 0.0082 0.079
Si 0.36 -5.0669 23.0235 0.0029 0.0065 -0.0012
Si -0.3407 3.7758 25.3141 0.0066 -0.0029 -0.0325
Si 9.0675 14.3833 27.7911 0.0088 0.0021 -0.0597
Si 9.5472 -0.1646 21.603 -0.0091 -0.0116 0.0272
Si 9.1823 -28.549 18.5424 0.0008 -0.0094 0.0631
Si 1.2513 -24.8384 27.0916 0.0098 0.0041 -0.0448
Si 2.9574 -30.0308 22.7129 0 0.0049 0.0021
Si -4.1549 9.8365 22.4265 0.0006 -0.0028 0.0045
Si 16.7957 -9.9892 29.32 0.0028 0.004 -0.0772
Si 48.9806 -11.2037 17.1945 -0.0019 -0.0166 0.0777
Si 9.3041 8.613 27.3052 -0.0026 0.0065 -0.0609
Si 11.1313 -18.4234 21.5433 0.0057 0.0084 0.0299
Si -16.6836 18.3069 21.505 0.0023 -0.0022 0.0303
Si -28.8499 8.9606 19.3142 -0.0014 -0.0074 0.0665
Si 10.8835 -2.8854 21.3774 -0.0012 0.0052 0.037
Si 20.2861 7.6681 30.1831 0.0022 0.0056 -0.0649
Si 7.6523 -11.7466 25.3453 -0.0014 0.0061 -0.0302
Si -2.8257 3.3336 21.0646 -0.0023 -0.001 0.0436
Si 5.4231 15.3042 22.5259 -0.0064 0.0046 0.0039
Si -2.0054 22.3715 28.4423 -0.0062 -0.01 -0.062
Si 21.2856 0.666 24.519 0.0027 0.0016 -0.0105
Si 11.7546 -2.8873 18.6285 0.0085 0.0072 0.0679
Si 0.9109 -18.0171 29.441 -0.0048 0.01 -0.0769
Si 28.812 -18.4388 16.7593 0.0157 -0.001 0.0682
Si 17.8888 3.6957 29.9458 0.0011 -0.0067 -0.0711
O -3.1267 4.084 -3.5371 -0.0166 0.0003 0.0406
O -15.5087 -5.8626 -1.5348 -0.0118 0.0173 0.0354
O -0.3271 -5.9909 -7.9459 -0.0027 -0.0024 0.0074
O 4.2941 -4.0529 -0.6509 -0.0034 0.0007 0.0098
O 7.1129 -23.206 -8.1464 0.0013 0.002 0.0064
O 14.5387 0.0975 -6.3444 0.0061 0.0028 0.013
O 22.6238 -6.2943 -1.2604 -0.0113 0.0212 0.0541
O -0.9143 17.0855 -16.0517 -0.0197 0.012 -0.0401
O 1.4573 -13.2556 -10.2314 -0.0051 0.0039 -0.0103
O 13.865 7.9405 -16.7624 0.0028 -0.0036 -0.0166
O 17.0086 -29.7474 -14.03 0.007 0.0184 -0.0544
O 18.9253 -2.5678 -1.3489 -0.0134 0.013 0.0429
O 15.425 15.2813 0.2293 -0.0064 -0.005 0.0281
O 9.844 0.9932 -2.442 0.0281 -0.0003 0.0573
O 14.8048 7.7619 22.5521 0.0012 0.0013 -0.0089
O 1.193 4.5708 16.2545 0.0104 -0.0172 -0.0476
O 14.7143 -0.753 20.4164 -0.0018 -0.0099 -0.0268
O 29.9367 4.36 17.3301 -0.0235 -0.0059 -0.042
O 20.8624 11.5616 20.3057 0.0065 0.0113 -0.0291
O -1.2183 10.952 16.4737 -0.016 0.0114 -0.0383
O 21.2455 14.689 28.7142 0.017 -0.0004 0.0316
O -12.8962 1.9005 27.4823 0.001 -0.0074 0.0296
O -0.2632 -2.8245 26.5276 -0.0043 -0.0002 0.0229
O 12.2001 -0.9061 16.1976 0.0177 -0.013 -0.0481
O 7.7549 1.9844 16.1418 0.0111 -0.0112 -0.0316
O 23.8044 4.406 28.4498 -0.0097 -0.0136 0.0441
O 18.3827 2.0787 20.188 -0.0095 -0.0035 -0.0293
O 35.8969 1.1788 22.0852 0.0024 -0.0034 -0.0107
O 5.3158 4.3221 24.1659 -0.0012 -0.0017 0.0064
O 11.8055 32.7601 25.1565 0.0013 -0.0011 0.0074
O -10.2156 2.7241 20.1081 -0.0038 -0.0103 -0.0267
O -5.3889 5.8879 21.8458 -0.0011 0.0017 -0.0018
O 2.7972 -8.2366 15.4673 0.0015 0.0006 -0.0196
O 7.3882 -21.4472 28.9658 -0.0117 0.0034 0.026
O 10.1209 2.1469 14.9521 0.0146 0.0137 -0.0283
O 17.248 0.3739 18.3427 -0.0039 -0.01 -0.0359
O 12.6359 -15.2258 23.5269 -0.0028 -0.0004 -0.0002
O 29.909 13.9645 30.9338 0.0204 -0.0114 0.0477
O 27.2605 10.8593 22.3078 -0.0052 0.0057 -0.009
O 6.3853 -1.1073 16.1836 0.0151 -0.0074 -0.0453
O -0.6045 -36.5331 22.5202 -0.0026 0.0025 -0.0065
O 13.4051 -12.6137 24.1309 -0.0011 0.0035 0.0104
O 4.5504 0.7829 16.3498 -0.0152 0.0193 -0.0471
O -1.8574 0.0034 25.1387 -0.0037 -0.0025 0.0093
O 9.871 9.2043 21.2525 0.0025 -0.0006 -0.0084
O 1.1447 -14.8777 17.4885 -0.0064 -0.0197 -0.038
O -1.1645 6.2604 30.9332 0.0067 -0.0036 0.0299
O -8.4441 -24.0273 30.8804 0.0202 -0.0125 0.0489
O 13.1723 19.5392 18.9783 -0.0116 -0.003 -0.0234
O 23.0518 7.896 28.6989 -0.0011 0.0123 0.0571
O 11.9593 3.8833 26.0864 0.0049 0.0056 0.0209
O 12.2347 -8.0935 22.5955 -0.0053 -0.001 -0.0078
O 5.9421 -8.3918 29.6394 0.0011 0.0086 0.0279
O 6.3516 -24.2311 21.7043 -0.004 -0.0016 -0.0054
O 10.4845 5.0116 18.3113 0.009 0.0073 -0.0353
O 9.5984 13.4291 18.458 -0.0064 0.0048 -0.0237
O 17.2987 -0.0075 25.965 -0.0052 0.0039 0.0168
O -7.6595 -19.0517 24.2976 0.0031 0.0008 0.0074
O 6.8524 -7.1518 22.0758 0.0075 -0.0015 -0.0127
O 26.2815 -1.4116 17.9485 0.0146 0.0179 -0.0439
O -7.2721 -17.3228 26.2655 -0.0079 0.005 0.0175
O 10.345 -10.5436 22.9226 -0.0042 -0.0007 -0.0053
O 2.1345 -1.8008 26.6305 -0.009 -0.0157 0.0254
O 5.0597 5.7425 15.4087 -0.0021 0.0036 -0.0204
O 9.3349 -6.7331 26.3335 -0.0104 -0.0031 0.0321
O 10.639 -2.2412 30.5901 -0.0048 -0.0047 0.0241
O -5.7422 -30.3739 25.9672 0.0017 -0.009 0.0161
O 12.148 -11.2648 29.5491 -0.0037 0.0041 0.0399
O 15.8335 0.6352 28.0362 0.0085 0.009 0.0459
O 13.5117 13.5521 33.0348 0.0015 -0.0015 0.0134
O 10.3509 -19.5085 24.7667 -0.0012 0.0058 0.0088
O 7.9499 10.7009 21.8095 0.0083 0.0063 -0.0033
O -1.3723 -7.851 21.8118 -0.0057 0.0001 -0.0114
O 11.534 0.7741 18.1819 0.0007 -0.0163 -0.0355
O -5.9184 12.4859 20.1702 0.0128 0.0056 -0.0304
O -2.4175 4.468 19.9635 0.0091 0.002 -0.0356
O -2.849 -2.1377 26.297 0.0108 -0.0065 0.0241
O 11.4208 4.9388 21.6637 -0.0024 -0.0033 -0.007
O 1.2812 2.2186 29.7991 -0.0047 -0.0197 0.0314
O 32.4918 -1.7485 18.1125 -0.0017 0.0136 -0.0324
O 1.8292 6.3804 26.6589 -0.0026 0.0043 0.013
O -12.246 -0.7517 27.8315 0.0005 0.0127 0.0238
O -13.585 -2.7923 15.3599 0.0014 -0.0055 -0.0159
O -17.2286 29.4342 19.9827 -0.0053 0.0105 -0.026
O 0.1954 -25.3412 19.9314 0.0053 -0.0005 -0.0362
O -1.7403 -14.1738 28.5757 0.0022 -0.0111 0.06
O 5.4309 10.9701 30.6413 0.0024 -0.0172 0.0554
O 4.0289 -18.0893 22.0266 0.0006 0.0001 -0.0039

Results
free energy: -134622.674 eV
free energy less fixed offsets of O -570.45, Si -639.56 eV per atom: -1.154 eV

The program warned: the cutoff lies below the one the program advises for these potential files; the forces do not sum to zero within the program's tolerance; empty levels may hold ghost states of the PAW files; the exchange-correlation potential is rough where the density is thin.
